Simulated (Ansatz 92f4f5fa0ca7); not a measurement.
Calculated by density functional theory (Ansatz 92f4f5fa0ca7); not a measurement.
Periodic cell of 220 atoms, Si132O88, from a study of silicon, its oxide and their interface. The atomic structure is a simulated model.
This geometry differs little from another in the collection (a relaxation step or a small displacement).

Settings
functional: r2SCAN
potential files: Ansatz PAW
basis: plane waves
wave-function cutoff: 800 eV
density cutoff ratio: 5
exchange-correlation grid ratio: 1
k mesh: 1 x 1 x 1, shifted by 0.5 0.5 0 of a step
self-consistency stop: 1e-10 eV per atom in the density residual
occupations: fixed
spin: none
net charge: 0

Cell vectors (angstrom)
a	10.88	0	0
b	0	10.88	0
c	0	0	31.9998

Atoms: element, x, y, z (angstrom)
Si	0.172	-0.9563	-0.3603
Si	2.745	2.4116	0.0053
Si	1.0284	3.2167	-1.3269
Si	2.0782	7.6419	-0.1058
Si	4.6548	0.078	-0.2569
Si	8.4602	4.14	0.4887
Si	4.7923	6.2265	-0.683
Si	7.8978	8.1069	-0.1896
Si	1.5477	1.216	1.5444
Si	3.9374	3.9905	1.1779
Si	0.909	6.2133	1.2702
Si	3.8666	9.638	1.5106
Si	6.9015	1.5204	1.3477
Si	10.7622	4.1366	0.6184
Si	6.3362	6.955	1.0531
Si	9.3602	9.3528	1.1222
Si	0.1208	2.7277	2.5329
Si	2.7315	0.0017	3.0397
Si	-0.1807	7.9528	2.5116
Si	2.6922	5.4074	2.5871
Si	5.3505	2.7276	2.6253
Si	8.2502	0.0277	2.5319
Si	5.3891	8.3267	2.6426
Si	7.7483	5.4714	2.3409
Si	1.4388	4.0129	3.9933
Si	4.1424	1.4087	4.1532
Si	1.2092	9.3625	3.9552
Si	4.0313	6.85	3.9074
Si	6.6881	4.105	3.9316
Si	9.5361	1.4331	3.878
Si	6.8721	9.5832	3.9392
Si	9.3186	6.6599	3.8303
Si	-0.046	-0.0042	5.25
Si	2.7328	2.7203	5.4408
Si	-0.0529	5.3822	5.2196
Si	2.6539	8.1057	5.315
Si	5.5213	-0.0019	5.3764
Si	8.1306	2.7437	5.2478
Si	5.3761	5.4771	5.29
Si	8.1513	8.1326	5.2669
Si	1.3409	1.2836	6.6582
Si	4.0911	4.1116	6.7145
Si	1.315	6.7349	6.6537
Si	4.0758	9.4829	6.6209
Si	6.8572	1.3809	6.7018
Si	9.5231	4.0397	6.6278
Si	6.7803	6.8117	6.62
Si	9.5127	9.5196	6.6388
Si	-0.0065	2.662	8.0004
Si	2.7237	-0.0611	7.9877
Si	0.0278	8.1805	7.9931
Si	2.7105	5.417	8.0584
Si	5.4793	2.7481	8.0322
Si	8.1936	-0.0093	8.0551
Si	5.4447	8.1498	7.9933
Si	8.1903	5.4689	7.9419
Si	1.3741	3.9911	9.3668
Si	4.0915	1.3089	9.2873
Si	1.4245	9.4638	9.4098
Si	4.1232	6.7922	9.3669
Si	6.852	4.1567	9.3358
Si	9.5536	1.3423	9.4339
Si	6.8211	9.4814	9.3669
Si	9.546	6.8204	9.318
Si	0.0744	-0.0412	10.7678
Si	2.779	2.6184	10.701
Si	0.0376	5.4405	10.6339
Si	2.8038	8.0819	10.7785
Si	5.4117	-0.052	10.6559
Si	8.1873	2.8267	10.6974
Si	5.541	5.5097	10.7485
Si	8.1962	8.1232	10.7419
Si	1.4537	1.2932	12.1434
Si	4.2069	4.0156	11.9305
Si	1.5488	6.5317	12.0497
Si	4.1916	9.4299	12.1229
Si	6.7034	1.4487	11.8761
Si	9.5632	4.2247	12.0573
Si	6.9202	6.8023	12.2401
Si	9.5351	9.4983	12.0865
Si	0.1022	2.8664	13.2688
Si	2.7617	-0.1988	13.4722
Si	0.5415	7.5663	13.824
Si	2.8265	5.0798	13.4275
Si	5.5581	2.8338	13.3818
Si	8.1699	0.2075	13.0871
Si	5.7145	8.296	13.6006
Si	8.3388	5.515	13.6565
Si	1.3183	4.0063	14.8941
Si	4.1377	0.8028	15.028
Si	1.9435	9.0204	14.9485
Si	4.4109	7.2108	15.2327
Si	7.2118	3.7892	14.7106
Si	9.386	1.675	14.3709
Si	6.8212	10.0992	14.6364
Si	11.3088	6.0236	15.7448
Si	6.5322	8.8447	18.777
Si	-2.6471	-1.5195	16.3105
Si	1.4424	6.5943	18.739
Si	2.1332	1.7706	17.1198
Si	-0.4988	-4.9259	24.8523
Si	5.6229	5.0917	17.1772
Si	7.2472	-12.1626	24.2845
Si	-0.0632	10.769	16.5816
Si	7.8172	-4.6792	18.8175
Si	3.8916	7.8498	19.8652
Si	5.7994	-2.2537	26.8062
Si	10.1338	0.6343	26.9848
Si	3.2469	5.1274	20.4489
Si	10.0586	-0.7426	24.4824
Si	5.3655	0.5961	22.6944
Si	-0.8518	6.0376	20.7321
Si	-1.7753	6.4672	15.8453
Si	12.6591	10.6861	23.5281
Si	9.0268	7.6571	23.2058
Si	4.2089	13.8734	18.831
Si	4.9081	2.5549	24.9693
Si	2.4784	4.0346	25.1287
Si	-7.1724	-0.5576	21.4902
Si	1.1628	5.0423	22.6904
Si	1.5012	6.5803	26.7952
Si	2.8473	9.3143	25.9659
Si	5.6455	0.6532	19.8776
Si	11.4271	4.7665	28.9083
Si	7.971	12.0832	28.8011
Si	-0.1831	1.4104	29.6814
Si	3.0282	1.37	25.6972
Si	20.7592	-7.3536	26.4634
Si	-4.0099	14.2915	27.1555
Si	6.306	9.8201	29.6883
Si	6.2159	6.0395	28.4489
Si	8.7028	5.868	30.1168
O	-0.3277	-0.0337	-1.5842
O	1.081	-0.0189	0.5711
O	4.6346	4.6969	-0.1576
O	-0.0171	6.7047	-5.7943
O	-0.7372	5.4482	-2.4082
O	-6.8156	3.9457	-7.2162
O	1.0991	8.6797	-0.9285
O	3.3434	6.9771	-0.8945
O	3.7676	1.3497	-0.7333
O	6.2735	2.8798	-6.2396
O	5.7995	-3.7849	-4.6951
O	2.7433	8.5261	1.0728
O	7.7724	6.2288	-3.1464
O	7.9617	4.7363	-0.9695
O	8.9964	7.1161	-0.8968
O	7.835	13.5105	0.5788
O	3.7938	5.9756	14.3996
O	-5.3119	0.076	15.3065
O	6.6285	10.366	19.3269
O	-0.5586	0.7684	15.336
O	3.2444	8.2833	15.6539
O	2.4487	7.8195	19.11
O	1.1731	17.3995	17.148
O	6.4528	5.3897	18.5369
O	8.3225	2.649	15.1784
O	6.5404	4.3504	16.0821
O	8.518	-4.6582	17.35
O	11.8361	-1.278	16.12
O	3.2792	11.7428	16.4041
O	5.4756	12.8424	18.9347
O	15.3527	13.1886	14.5227
O	8.9286	8.07	15.6226
O	-0.628	8.6186	13.2766
O	5.054	6.4905	16.5565
O	4.4651	4.0676	17.6415
O	-3.8559	-2	17.2587
O	-1.4493	10.1234	17.1629
O	0.8122	11.7748	17.5108
O	2.793	2.2954	18.4871
O	1.7541	2.988	16.1121
O	3.8802	-2.156	21.2288
O	9.9885	1.9687	26.0747
O	10.1318	-2.2377	23.8858
O	2.1562	5.2232	19.2404
O	4.4252	8.9819	26.0417
O	10.8367	-5.995	21.5787
O	4.9885	-2.4656	18.839
O	4.2937	6.3423	20.2846
O	2.5059	5.3653	21.8612
O	-1.9264	-4.4521	24.2639
O	0.0915	-4.1211	19.6215
O	8.6775	0.318	27.6326
O	8.5165	10.6109	24.3988
O	-0.6395	4.3778	25.154
O	7.4726	-3.1974	19.4339
O	11.4968	-4.6728	23.6841
O	8.7621	-5.4323	19.9008
O	5.2585	1.9975	23.4916
O	4.0163	3.7197	20.278
O	6.9624	-1.9574	25.7244
O	2.1427	8.0735	26.7546
O	9.4705	-3.7065	21.7447
O	4.1003	0.1289	20.0561
O	13.135	5.4533	25.8849
O	16.9195	-1.3656	28.1339
O	11.1859	11.8428	28.1753
O	12.3563	5.9807	28.3151
O	-3.2643	8.4434	23.1944
O	19.2648	3.9128	26.9358
O	2.5745	1.0559	24.1521
O	1.6227	3.8867	23.7391
O	5.9971	-0.4508	23.7577
O	2.7199	-0.0129	26.5402
O	4.8793	-0.8096	30.4014
O	5.9756	-6.2907	27.7859
O	5.3563	6.2013	29.8003
O	0.1981	0.1136	23.583
O	2.2472	-1.4848	24.4428
O	2.1743	10.5223	21.9749
O	2.1568	2.725	26.0865
O	-4.6406	11.8592	21.3598
O	7.2355	0.24	29.8277
O	17.9621	8.6793	30.5109
O	6.8598	13.0749	28.2102
O	9.1713	12.8979	29.5371
O	-0.3241	10.2774	26.0316
O	6.1035	0.6152	32.2543
O	10.9139	3.8873	27.6484

Results
free energy: -134613.362 eV
free energy less fixed offsets of O -570.45, Si -639.56 eV per atom: 8.158 eV

Forces (eV/angstrom), in the order of the atoms: element, x, y, z
Si	0.0054	-0.0004	0.0026
Si	0.0013	-0.0035	-0.0037
Si	-0.0024	0.002	0.0005
Si	-0.0031	-0.0085	0.0021
Si	-0.0047	-0.0064	0.0079
Si	-0.0012	0.0006	0.0007
Si	0.0057	0.0002	0.0008
Si	0.0049	-0.0031	0.0048
Si	0.0027	-0.0094	0.0095
Si	0.0103	0.0057	0.0017
Si	0.0041	0.0056	-0.0007
Si	0.0101	-0.0032	0.0025
Si	-0.0021	-0.0014	0.0026
Si	-0.0073	-0.0037	-0.0017
Si	-0.0014	-0.0024	-0.0016
Si	0.0029	0.0011	-0.0015
Si	0.0001	0.0017	-0.0014
Si	0.0011	0.0008	0.0012
Si	0	-0.0014	0.0005
Si	-0.0019	-0.0015	0.0005
Si	-0.0021	-0.0017	-0.0018
Si	-0.0003	-0.0004	-0.001
Si	0.0014	-0.0001	-0.0018
Si	0.001	0.0009	-0.0018
Si	0.0012	-0.0005	-0.0011
Si	0.001	-0.0016	-0.001
Si	-0.0018	0.003	-0.0001
Si	0.0002	0.001	0.0006
Si	-0.0012	0.0019	-0.001
Si	0.0008	-0.0019	-0.0002
Si	-0.0003	-0.0014	-0.0001
Si	-0.0012	0.0017	-0.0012
Si	0.0004	-0.0017	-0.0002
Si	-0.0006	-0.0015	0.0004
Si	0.0001	0.0014	-0.0001
Si	0.0015	-0.0006	-0.0013
Si	0.0015	0.002	0.0011
Si	0.0003	0.0006	-0.001
Si	-0.0008	-0.0013	-0.0002
Si	-0.0001	0.0002	0.001
Si	0.0007	0	0.0001
Si	0.0015	0.001	0.0003
Si	-0.0004	0	-0.0004
Si	0.0007	-0.0014	0.0002
Si	-0.0002	-0.0015	0.0005
Si	0.0002	0.0006	0
Si	0.0006	0.0008	0.0001
Si	0.0003	0.0012	0.0007
Si	0.0008	-0.0001	-0.0007
Si	0.0013	0	-0.0007
Si	-0.0002	-0.0011	-0.0003
Si	0.0004	0.0005	0.0001
Si	0.0001	0.0001	-0.0006
Si	0	-0.0005	-0.0002
Si	-0.0008	0.0013	-0.0002
Si	-0.0004	-0.0012	0.0004
Si	-0.0012	-0.001	0.0004
Si	-0.0006	-0.0011	-0.0001
Si	0.0005	-0.0001	-0.0004
Si	0.0007	-0.002	0.0001
Si	-0.0002	0.0007	0
Si	-0.001	0.0014	-0.0004
Si	0.001	-0.0013	0.0006
Si	0.0016	0.0037	0
Si	-0.0002	-0.0007	0.0001
Si	0.0017	-0.0006	-0.0013
Si	0.0019	-0.0006	0.0003
Si	0.0004	0.0015	0.0006
Si	-0.001	0.0004	-0.0015
Si	-0.0012	-0.0009	-0.0005
Si	0.0005	0.0023	0.0003
Si	-0.0017	-0.0015	-0.0021
Si	-0.0006	0.0019	-0.0001
Si	-0.0031	0.001	-0.0002
Si	-0.0033	0.0063	0.0079
Si	0.003	0.0007	0.0004
Si	-0.0008	0.0019	0.0018
Si	0.0026	0.003	0.0006
Si	-0.0025	-0.0005	0.0006
Si	-0.0051	-0.0016	-0.0039
Si	0.0024	0.0005	-0.003
Si	0.001	0.0001	-0.0024
Si	0.0187	-0.0037	-0.0033
Si	0.0264	-0.0038	0.0129
Si	0.0033	0.0026	0.0007
Si	0.0012	0.001	-0.0014
Si	0.0016	0.0009	0.0035
Si	-0.0013	0.0003	0.0013
Si	-0.005	0.0066	0.0049
Si	0.0006	-0.0008	0.0002
Si	-0.0022	-0.01	0.003
Si	-0.0098	-0.0122	-0.0145
Si	-0.0014	0.0039	-0.0059
Si	0.0028	-0.0017	0.0059
Si	-0.0004	-0.0041	-0.0023
Si	-0.001	0.0061	-0.0026
Si	0.0012	-0.0005	-0.0057
Si	0.0003	0.0033	-0.0029
Si	0.0012	0.001	-0.0081
Si	0.0001	-0.0016	-0.0041
Si	-0.0006	0.0017	-0.0033
Si	0.0033	-0.0001	-0.0033
Si	-0.0009	-0.0004	-0.0036
Si	0.0011	-0.0015	-0.0028
Si	-0.0007	-0.0025	-0.008
Si	-0.0026	0.0005	-0.0045
Si	0.0002	0.0016	-0.0037
Si	-0.0027	-0.0005	-0.0042
Si	0.001	0.0003	-0.0051
Si	-0.0008	0	-0.0037
Si	-0.0023	0.0023	-0.0006
Si	-0.0012	-0.0001	-0.007
Si	-0.0025	-0.0044	0.0008
Si	0.0008	0.005	-0.0034
Si	0.0002	-0.0022	-0.0053
Si	-0.0002	0.0024	-0.0068
Si	-0.0003	-0.0021	-0.0035
Si	0.0016	0.0007	-0.0037
Si	-0.0044	-0.0013	-0.004
Si	0.0008	0.0025	-0.0082
Si	0.0002	-0.0009	-0.0031
Si	-0.0006	-0.0006	-0.0011
Si	0.0031	0.0005	-0.0043
Si	0.0008	0.0026	-0.0019
Si	-0.0025	0.0019	-0.0014
Si	0.0013	-0.005	0.0034
Si	0.0004	0.0028	-0.0071
Si	-0.0034	-0.0002	-0.004
Si	0.0005	0.0001	-0.0032
Si	0.0008	0.0015	-0.0038
Si	-0.0032	0.0003	-0.0008
Si	-0.0013	-0.0004	-0.0006
O	-0.0022	-0.0003	-0.0021
O	-0.0063	0.0058	-0.0053
O	-0.008	-0.0045	-0.0006
O	0.0025	0.0005	0.0018
O	-0.0004	-0.0014	-0.0021
O	-0.0014	0.0004	0.003
O	0.0006	0.0024	-0.0011
O	-0.0022	0.0044	-0.001
O	-0.0027	0.0061	-0.0012
O	0.001	0	0.0018
O	0.0026	0.0003	0.0009
O	-0.0057	0.0093	-0.0051
O	0.0016	0	0.0025
O	0.0005	-0.0017	0.0004
O	0.004	0.0032	-0.0083
O	0.0029	-0.0025	-0.0006
O	-0.0208	0.0187	-0.0066
O	-0.0001	0.0018	-0.0018
O	-0.0038	0.0007	0.0031
O	0.0004	0.0001	-0.006
O	0.0052	-0.0025	0.0034
O	-0.0005	0.0026	0.0093
O	-0.0001	-0.0001	0.0054
O	0.0031	0.0011	0.0002
O	0.0034	-0.0027	-0.001
O	-0.0001	-0.0024	0.007
O	-0.0069	0.0018	0.0088
O	0.0031	-0.0017	-0.0024
O	-0.0021	0.0021	0.0028
O	-0.0005	-0.0009	0.0027
O	-0.003	-0.0046	-0.0002
O	0.0014	0.0005	-0.0002
O	-0.0004	0	0.0041
O	0.0034	-0.0059	-0.0019
O	-0.0021	-0.0002	0.003
O	0.0017	-0.002	0.0063
O	-0.0023	0.0013	0.0019
O	0.0005	0.0039	0.0024
O	-0.0005	0.0015	0.0027
O	0.0046	0.0003	-0.0029
O	0.0099	0.0042	-0.0014
O	0.0012	0.0021	0.0014
O	-0.0003	0.0016	0.0014
O	-0.0004	0.0003	0.0024
O	0.0003	0.0002	0.0005
O	0.0029	-0.0011	0.0036
O	-0.0036	0.0013	-0.0054
O	0.0006	-0.0019	-0.0022
O	-0.0021	0.0051	0.0046
O	0.0016	-0.001	0.0036
O	-0.0027	-0.0001	0.0031
O	-0.0005	0.0011	0.0009
O	0.0024	0.0005	0.0002
O	0.0024	-0.0013	0.0024
O	-0.0029	-0.0001	0.0031
O	-0.0009	-0.0014	0.003
O	0.0016	0.0005	0.0038
O	-0.0007	-0.0018	0.0015
O	-0.0024	0.0005	0.0034
O	-0.0014	0.0028	0.0034
O	0.0013	-0.0006	0.0031
O	-0.0018	0.002	0.0051
O	-0.0058	0.0003	0.0044
O	-0.0015	-0.0008	0.0021
O	-0.0005	-0.0002	0.0047
O	-0.0004	0.0002	0.0034
O	-0.0006	-0.0026	0.0016
O	-0.0012	-0.0004	0.0035
O	0.0012	-0.0015	0.0005
O	0.0007	-0.006	0.0027
O	0.003	0.0009	0.0024
O	0.0014	0.0015	0.0012
O	0.0005	0.0008	0.0005
O	0.0004	0.0012	-0.0006
O	0.0008	0.0022	0.0015
O	-0.001	-0.0004	-0.0006
O	0.0036	-0.001	0.0035
O	-0.0027	-0.0015	0.0049
O	-0.0018	-0.006	0.0027
O	-0.0013	-0.0034	-0.0033
O	0	0.0003	0.0037
O	0.0018	-0.0012	0.0006
O	-0.0001	0.0004	0.0048
O	-0.0014	-0.0014	0.0038
O	0.0026	0.0018	-0.0007
O	-0.0021	0.0008	0.0025
O	0.0018	0.0063	-0.0059
O	0.0021	-0.001	0.0035

The program warned: the cutoff lies below the one the program advises for these potential files; the forces do not sum to zero within the program's tolerance; empty levels may hold ghost states of the PAW files; the exchange-correlation potential is rough where the density is thin.
